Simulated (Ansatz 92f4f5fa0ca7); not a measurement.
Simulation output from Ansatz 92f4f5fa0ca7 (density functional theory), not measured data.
Periodic cell of 122 atoms, Si78O44, from a study of silicon, its oxide and their interface. The atomic structure is a simulated model.

Settings: functional r2SCAN; potential files Ansatz norm-conserving; basis plane waves; wave-function cutoff 1300 eV; density cutoff ratio 4; exchange-correlation grid ratio 1; k mesh 2 x 2 x 1, shifted by 0.5 0.5 0.5 of a step; self-consistency stop 5e-08 eV per atom in the density residual; occupations Fermi-Dirac, 0.05 eV; spin none; net charge 0.

Cell vectors (angstrom)
a  10.9176  -0.0709  0.0493
b  -0.0709  10.9694  0.0243
c  0.0807  0.0398  17.8811

Atoms: element, x, y, z (angstrom)
Si  0.3809  -0.483  0.0162
Si  2.3962  2.6963  0.1478
Si  0.6181  5.1505  0.0709
Si  2.5681  8.1887  0.2433
Si  6.1925  -0.5935  -0.1234
Si  7.7592  3.3721  -0.1898
Si  5.7688  6.0869  0.5794
Si  8.5007  8.0681  -1.2293
Si  1.3269  1.1237  1.4012
Si  3.9879  4.1466  1.3853
Si  1.4271  6.5147  1.6684
Si  4.3074  9.5877  1.5856
Si  6.7494  1.6033  0.9724
Si  9.5545  3.9899  1.2452
Si  7.6531  7.2464  1.2211
Si  9.0791  9.5606  1.2101
Si  0.081  2.5944  2.509
Si  2.9488  0.068  2.5386
Si  0.1246  8.1313  2.6199
Si  3.0666  5.4723  2.9682
Si  5.476  2.7865  2.5192
Si  7.9354  -0.0465  2.7667
Si  5.9036  8.2812  2.7255
Si  8.3365  5.7374  2.8113
Si  1.323  3.9923  4.0399
Si  4.5753  1.2559  4.055
Si  0.9715  10.1195  3.853
Si  4.0678  7.1931  3.9443
Si  6.8278  4.3257  4.1867
Si  9.5327  1.203  4.3314
Si  6.7789  9.7183  4.3493
Si  9.7123  6.8848  4.5601
Si  -0.2212  -0.0007  5.4792
Si  3.088  2.5649  5.2967
Si  0.0623  5.0176  5.5567
Si  2.0754  8.2722  5.1516
Si  5.7041  0.1049  5.6162
Si  8.1576  3.1637  5.5866
Si  5.3637  5.6159  5.3318
Si  8.4082  8.2789  5.7339
Si  1.5556  1.2227  6.8204
Si  4.4009  4.0895  6.6815
Si  1.1957  6.6266  6.6112
Si  4.0896  9.4438  5.9155
Si  7.0669  1.6784  7.0095
Si  9.7078  3.6006  7.0382
Si  6.8828  6.5657  6.7541
Si  9.79  9.5383  7.3879
Si  0.0618  2.3063  8.3415
Si  2.6057  -0.6765  7.88
Si  -0.0651  7.8925  8.7062
Si  2.6146  5.2764  7.8236
Si  5.6367  3.0067  8.4983
Si  8.6644  0.2575  8.2433
Si  5.3603  8.0822  7.7677
Si  8.1716  5.364  8.7404
Si  1.3759  4.0345  9.5215
Si  4.5016  0.7312  8.8978
Si  1.893  9.0185  9.5956
Si  3.7899  6.8797  8.9703
Si  5.8273  4.8817  9.787
Si  9.7054  1.5379  10.0304
Si  6.642  9.6119  9.1401
Si  8.8493  7.7062  10.1406
Si  2.9224  -8.8917  11.419
Si  2.8952  4.7591  14.24
Si  0.1601  5.5905  15.05
Si  -1.7287  6.7983  12.8227
Si  9.968  4.212  11.205
Si  -4.3054  8.0923  14.1823
Si  5.2775  3.7749  12.6253
Si  0.7128  -0.2023  12.0191
Si  3.1636  1.5826  15.2774
Si  5.7334  -0.0316  14.8036
Si  4.2197  -4.1455  15.9021
Si  6.9428  13.5953  14.8585
Si  11.2268  11.2191  15.1033
Si  9.8563  2.9297  13.8729
O  1.3621  -1.7353  -0.2279
O  0.3857  -0.7328  -4.2296
O  4.2841  0.8825  -3.5116
O  5.763  -0.6674  -1.6909
O  0.4509  5.9813  -1.4481
O  1.0009  3.6533  -0.2899
O  -0.5048  10.7043  -1.5034
O  4.0009  24.4299  -5.7927
O  6.722  1.0464  -2.9967
O  2.9411  -3.0643  -1.3518
O  7.059  3.3752  -1.7311
O  2.4006  2.9426  -3.3439
O  6.6297  4.5381  0.482
O  6.0666  -1.2515  -4.0508
O  7.7685  9.668  -0.4748
O  -1.1125  6.6572  -3.4288
O  1.9041  3.3228  10.9966
O  0.1867  5.1036  10.0993
O  3.6133  1.3133  10.164
O  5.3521  -0.4173  9.7672
O  -3.3556  7.2705  13.259
O  -1.9724  16.3888  12.0674
O  3.0892  7.8817  9.9189
O  5.1757  6.3446  9.7868
O  7.361  8.4614  10.1669
O  10.4714  4.0626  14.9409
O  9.1597  3.0719  10.4069
O  10.2493  12.4404  14.442
O  9.7068  7.8164  11.6824
O  6.1307  4.3691  11.4038
O  -7.253  -5.4022  15.3213
O  5.1933  -4.1083  17.2702
O  1.9439  0.6945  15.6156
O  1.8051  0.935  11.9744
O  1.5073  -1.2503  11.0954
O  -5.8546  7.269  14.6131
O  10.4108  0.2917  11.1265
O  12.4554  5.5078  14.064
O  3.4762  2.144  16.8049
O  -2.6793  2.952  13.5427
O  3.8478  4.7079  13.0289
O  10.4439  3.3902  12.4256
O  7.307  8.0983  15.6263
O  5.8484  3.4537  14.0693

Results
free energy: -29579.163 eV
free energy less fixed offsets of O -463.61, Si -117.95 eV per atom: 19.777 eV
pressure: -3.15 GPa
stress xx, yy, zz, yz, xz, xy (GPa, positive in tension): 4.16, 2.83, 2.46, -0.75, -0.56, -1.91

Forces (eV/angstrom), in the order of the atoms: element, x, y, z
Si  -2.8392  -1.3264  -1.0628
Si  0.9716  1.2169  -1.171
Si  -3.2231  1.2502  -0.7643
Si  -0.8168  1.2757  0.3955
Si  1.1077  0.45  0.2045
Si  -2.9082  1.4984  1.4706
Si  1.0631  -4.4316  1.8359
Si  -1.1427  1.35  0.8557
Si  0.719  0.0283  -1.3718
Si  0.11  0.4567  -0.3412
Si  1.9866  1.152  -0.6357
Si  0.5137  -1.6948  -2.6046
Si  0.5825  -2.2444  0.4612
Si  0.7758  1.8625  0.2501
Si  -0.3559  1.2963  0.8476
Si  0.4307  -0.501  -0.0897
Si  -2.0119  0.434  2.0233
Si  0.5505  0.2095  2.5611
Si  -2.027  0.574  1.571
Si  -2.3965  -1.4734  -0.3655
Si  0.6904  0.335  0.9846
Si  1.6654  1.8044  -1.1373
Si  -1.0326  -0.2515  0.4169
Si  0.6032  -1.3855  0.8307
Si  2.5616  -0.8221  -0.7901
Si  -1.8814  0.8954  -1.5349
Si  1.8459  -2.6543  -0.8653
Si  0.5043  -0.0133  1.3234
Si  -0.1617  0.0439  -2.9628
Si  -2.6503  3.4249  -3.2418
Si  1.7318  -2.1057  -0.0829
Si  1.1762  -1.408  -2.5199
Si  2.4968  -1.1192  3.147
Si  -1.3348  0.5787  0.8435
Si  -1.8802  1.3622  0.0067
Si  1.4037  0.5449  -1.1887
Si  -0.2832  1.1787  1.188
Si  -0.1073  -2.9451  -1.2404
Si  -0.1477  0.9792  -0.3254
Si  -1.7518  0.5122  1.0196
Si  -0.2712  -0.8819  -0.4641
Si  -1.6446  -1.1115  0.8028
Si  -0.2249  0.9308  1.4067
Si  -0.7485  -1.2859  3.0805
Si  0.2453  -0.0871  0.3406
Si  0.2128  2.2804  1.8119
Si  1.2983  1.3311  1.3138
Si  0.4072  -1.0384  -1.6844
Si  3.0188  1.0125  -1.1922
Si  2.2901  2.3094  -2.1994
Si  0.2988  1.1937  -1.0973
Si  1.0358  -0.4496  1.0629
Si  -1.0464  -1.7747  -1.8833
Si  -3.1253  0.3442  1.7416
Si  -0.0074  1.0896  -2.1739
Si  -1.3116  0.858  -0.8863
Si  -0.4367  -0.5859  0.6577
Si  -1.8887  0.3468  2.3735
Si  -1.5022  -0.5354  3.6713
Si  2.8558  -1.0286  -1.6387
Si  3.5543  -0.7709  1.5268
Si  0.1737  -3.2053  1.194
Si  -1.3969  0.7625  0.096
Si  0.5337  -1.1826  0.1729
Si  0.0968  -2.3429  -2.6598
Si  -2.5359  -4.7316  -0.9846
Si  -0.61  0.4967  -7.013
Si  -1.252  1.6118  2.1541
Si  -0.4184  3.735  -0.4754
Si  -5.2159  2.02  1.013
Si  -6.1809  -0.3629  -0.6996
Si  0.1912  -0.298  0.3345
Si  0.7297  4.7315  -1.1895
Si  -2.5676  0.6033  -3.4063
Si  0.7991  4.484  2.1499
Si  1.5793  1.2759  -5.263
Si  0.4592  0.658  -2.4603
Si  0.5654  0.4497  0.3681
O  0.4583  0.3381  1.1121
O  0.0767  1.5075  -0.5913
O  0.2035  -1.4636  1.9575
O  -1.7666  -1.5585  4.5771
O  1.1602  0.2517  6.1301
O  3.3298  -2.1209  -0.7883
O  1.3255  0.1944  1.0223
O  3.2121  1.7224  2.4096
O  2.2849  1.4836  -0.1358
O  2.7603  -2.7883  -2.1685
O  2.2087  0.6597  2.7771
O  1.7013  1.4054  0.2352
O  0.8946  0.4072  -1.5752
O  0.992  -3.9526  -0.9876
O  -0.0637  0.2644  2.2366
O  0.5762  -0.8084  -3.1554
O  0.0188  1.1338  -2.1592
O  -1.3356  -1.9345  2.0391
O  -1.6606  0.192  -0.5721
O  2.8039  -0.9234  -1.2292
O  1.9601  -0.6593  -2.0908
O  1.13  -1.2994  -1.4751
O  -2.8203  2.5818  1.9848
O  -1.2245  -1.1319  0.77
O  1.2974  0.6776  0.0333
O  -1.7149  -1.9126  -0.4214
O  -0.8285  -1.2226  -0.2825
O  1.2315  -0.3165  0.7415
O  -1.8564  -1.1298  0.233
O  -0.5463  0.3262  -0.2846
O  -0.109  -1.581  3.4366
O  -1.3849  0.1316  -2.9942
O  -4.5506  -2.7485  -1.2308
O  1.9619  3.0106  1.561
O  0.4914  -2.6263  -2.1664
O  3.0273  2.4743  -1.4893
O  -2.0206  2.0654  -0.7674
O  -2.39  0.0857  0.9455
O  0.1583  0.2635  0.4365
O  -0.0298  -0.2398  3.1212
O  3.3734  0.2565  -2.3868
O  1.9577  -1.8022  2.4185
O  1.1655  -0.177  1.3264
O  0.0429  -0.2341  -0.3929
